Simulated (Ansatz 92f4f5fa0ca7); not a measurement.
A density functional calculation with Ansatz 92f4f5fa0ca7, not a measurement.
Periodic cell of 252 atoms, Si144O100N8, from a study of silicon, its oxide and their interface. The atomic structure is a simulated model.
This geometry differs little from another in the collection (a relaxation step or a small displacement).

Settings
functional: r2SCAN
potential files: Ansatz PAW
basis: plane waves
wave-function cutoff: 800 eV
density cutoff ratio: 5
exchange-correlation grid ratio: 1
k mesh: 1 x 1 x 1, shifted by 0.5 0.5 0 of a step
self-consistency stop: 1e-10 eV per atom in the density residual
occupations: fixed
spin: none
net charge: 0

Cell vectors (angstrom)
a 10.887 0 0
b 0 10.887 0
c 0 0 35.1702

Atoms and the computed forces on them: element, x, y, z (angstrom), force x, y, z (eV/angstrom)
Si 0.7674 -0.5747 0.2485 0.0018 0.0008 -0.0049
Si 2.7438 2.6439 0.4199 0 0.0016 -0.0042
Si 0.5656 4.865 -0.0917 -0.0007 0.0008 -0.0039
Si 2.9125 7.9245 0.3845 -0.0012 -0.0014 -0.0076
Si 4.8973 0.4353 0.0614 -0.0004 0.0003 -0.0062
Si 7.5598 3.1663 -0.0569 -0.0002 0.0005 -0.004
Si 5.3544 5.5531 0.2145 0.0002 -0.0008 -0.0029
Si 8.4289 8.1632 -0.3705 -0.0012 0 -0.0036
Si 1.4602 1.1836 1.6659 -0.0004 0.0001 -0.0003
Si 4.1145 4.1151 1.5855 -0.0001 0.0013 -0.0003
Si 1.4235 6.5236 1.4423 -0.0003 -0.0015 -0.0005
Si 4.1447 9.5644 1.4952 0.0005 0.0019 -0.0006
Si 6.655 1.4543 1.3041 -0.0007 -0.0018 0.0007
Si 9.5213 4.0319 1.1125 -0.0001 0.0002 -0.0006
Si 6.9693 6.9214 1.19 -0.0003 0.0006 -0.002
Si 9.6956 9.4093 1.2044 -0.001 -0.0002 -0.0003
Si -0.0849 2.6487 2.6634 -0.0004 0.0014 -0.0011
Si 2.8297 -0.0851 2.9943 0.0002 -0.0006 0.0008
Si 0.0405 8.0247 2.6864 0.0001 0.0001 -0.0015
Si 2.7507 5.3819 2.9388 -0.0009 -0.0006 0.0007
Si 5.4683 2.7142 2.8633 0.0002 -0.0004 -0.0003
Si 8.2021 -0.0077 2.5023 -0.0006 0.0001 -0.0021
Si 5.6148 8.2084 2.6883 -0.0002 -0.001 -0.0013
Si 8.2759 5.4717 2.5795 0.0004 0.0006 -0.0003
Si 1.3108 3.9783 4.1105 0.0003 -0.0002 -0.0006
Si 4.1431 1.3558 4.2408 0.0003 0.0001 0.0012
Si 1.3583 9.4142 4.1239 0.0004 -0.0014 0.0004
Si 4.1753 6.8475 4.0851 -0.0003 0.0002 -0.0011
Si 6.8986 4.1266 4.0367 0.0002 0.0003 0
Si 9.4795 1.3137 4.0244 -0.0012 0.0002 0.0006
Si 6.9122 9.5716 4.0413 -0.0002 0.0001 0.0007
Si 9.5522 6.7604 4.0805 -0.0001 -0.0004 -0.0007
Si -0.0173 -0.0375 5.401 -0.0001 0.0005 -0.0013
Si 2.6922 2.6771 5.5049 0 0.0003 0
Si 0.01 5.3988 5.453 0.0002 0.0001 0.0005
Si 2.7672 8.1365 5.4785 -0.0001 -0.0007 0
Si 5.5307 -0.0134 5.4878 0.0004 -0.001 -0.0005
Si 8.1862 2.7209 5.4191 0.0008 -0.0004 -0.0006
Si 5.5027 5.4499 5.4206 0.0002 -0.0008 -0.0004
Si 8.2056 8.1678 5.4197 -0.0005 -0.0008 -0.0004
Si 1.3275 1.3097 6.8232 0.0002 -0.0003 0
Si 4.0868 4.0926 6.7709 0.0006 -0.0009 -0.0003
Si 1.379 6.7712 6.8017 0.0007 -0.0002 0
Si 4.1021 9.5364 6.8175 0.0006 -0.0002 -0.0003
Si 6.8328 1.3906 6.8188 -0.0002 0.0001 -0.0004
Si 9.5318 4.0675 6.8117 0.0005 0.0001 -0.0004
Si 6.8217 6.8219 6.7908 0.0002 -0.001 -0.0001
Si 9.536 9.5273 6.7965 0.0007 -0.0009 0.0001
Si -0.0212 2.6981 8.1714 -0.0001 -0.0005 -0.0005
Si 2.7072 -0.0209 8.1898 0.0003 -0.0009 0.0002
Si -0.0022 8.1538 8.1412 0.0001 -0.0011 -0.0004
Si 2.73 5.4246 8.1525 0.0007 -0.0005 -0.0007
Si 5.4461 2.7554 8.1499 0.0013 0.0007 -0.0005
Si 8.1703 0.0048 8.1515 0.0003 -0.001 -0.0003
Si 5.4399 8.1596 8.1549 0 -0.0009 -0.0012
Si 8.1852 5.4697 8.1556 0.0005 -0.0006 -0.0014
Si 1.3189 4.1081 9.4968 -0.0006 -0.0002 -0.0002
Si 4.0839 1.386 9.4954 0.0015 -0.0005 0.0001
Si 1.3231 9.4849 9.5364 0.0006 0.0004 0.0001
Si 4.068 6.8013 9.5032 0.0001 -0.0021 0.0011
Si 6.8072 4.1404 9.5079 0.0009 -0.0006 0.0013
Si 9.475 1.3738 9.5316 -0.0005 -0.0007 0.0004
Si 6.8162 9.5121 9.4938 0.0004 -0.0016 0.0004
Si 9.4972 6.8618 9.5479 0.0003 0 -0.0013
Si -0.113 -0.0522 10.8517 -0.0005 -0.0006 0.0005
Si 2.711 2.7789 10.8096 0.0013 0.0012 0.0007
Si -0.0445 5.4884 10.8782 0.0004 -0.0005 -0.0011
Si 2.6629 8.0815 10.8822 0.0003 -0.002 -0.0016
Si 5.4647 -0.0154 10.8065 -0.0009 -0.0015 0
Si 8.1246 2.7716 10.89 0.0005 -0.0001 -0.0003
Si 5.5093 5.5558 10.8701 0.0002 -0.0003 -0.0022
Si 8.1212 8.2067 10.9706 -0.0003 0.0008 -0.0022
Si 1.2743 1.3713 12.019 0.0015 -0.0008 0.0001
Si 4.1184 4.1923 12.0949 -0.0003 -0.0006 -0.0023
Si 1.2909 6.7615 12.3374 0 -0.0007 0.0002
Si 4.0931 9.4664 12.0816 0.0018 0.0001 -0.0019
Si 6.7824 1.3514 12.2 0.0005 -0.0015 -0.0002
Si 9.436 4.2072 12.2486 -0.0003 0.0007 0.0008
Si 6.7606 6.9029 12.418 0.0004 0 0.0016
Si 9.4133 9.5803 12.3827 0.0007 0.0004 -0.0011
Si -0.0056 2.7639 13.374 0.0004 0.0004 0.0011
Si 2.6413 -0.0552 13.2136 0.0012 0.0018 -0.0021
Si -0.1139 8.1767 13.715 0.001 -0.0014 0.0014
Si 2.8207 5.4025 13.5994 0.0008 -0.0009 -0.0025
Si 5.3119 2.7102 13.4078 -0.0012 -0.0003 -0.0018
Si 8.0811 0.1344 13.8041 0.0015 0.0004 0.0024
Si 5.3354 8.3313 13.743 0.001 -0.0007 0.0004
Si 8.0844 5.4919 13.8144 0.0017 -0.0002 0.0019
Si 1.741 3.5872 14.7002 0.0017 0 0.0038
Si 3.8116 1.3212 14.6115 0.0014 -0.0008 0.0011
Si 1.5108 9.5138 14.74 0.0007 -0.0006 0.0015
Si 3.6609 7.2037 14.9924 0.0011 0.0022 0.0004
Si 6.8368 3.7231 14.8464 0.0003 -0.0001 0.0032
Si 9.4073 1.8396 14.9314 0.0014 -0.0001 0.0006
Si 6.1775 10.1795 15.0444 0.0021 -0.0027 0.0035
Si 9.417 6.9301 15.2312 0.0004 -0.0006 0.0055
Si -3.0357 -1.9833 17.1726 0.0001 -0.0007 0.0039
Si -8.2262 7.3926 28.9934 -0.0006 -0.0006 -0.0022
Si 8.1878 -14.4816 19.5552 0.0009 0.001 0.0028
Si -6.8546 -13.8379 26.3447 -0.0001 -0.0007 -0.0008
Si 22.9083 1.9073 22.2929 0.0013 -0.0019 0.0019
Si 33.2598 0.948 19.3072 0.0006 -0.0002 0.0044
Si 16.2494 1.6091 19.6355 -0.0003 0.0001 0.0034
Si -0.057 22.9399 24.9273 0.0002 0.0025 0
Si 5.9717 1.7815 28.1869 -0.0008 0.0009 -0.0031
Si 2.0075 2.8047 31.0149 -0.001 0.0004 -0.0061
Si 29.584 4.4855 19.0203 0.0017 0.0004 0.0002
Si 7.0812 11.3435 30.5825 -0.0021 0.001 -0.0044
Si -7.4123 -16.8065 25.2051 -0.0002 0.001 0.0009
Si 6.3023 3.6259 24.4876 0.0007 0.0024 0.0015
Si 6.2364 18.9328 21.7946 0.0003 0.0003 0.0039
Si 8.0492 23.2431 26.0271 -0.0006 0.0014 0.0014
Si -3.5545 10.8031 20.863 -0.0002 0.0005 0.0035
Si 9.9367 13.6923 17.8239 -0.0006 -0.0013 0.0047
Si 8.7818 -8.88 32.4166 -0.0012 0.0008 -0.0074
Si 1.7556 19.5423 31.6766 0.0003 -0.0012 -0.0075
Si 6.5217 11.8505 23.4735 -0.0012 0.001 0.0036
Si -8.2941 -0.2458 26.0583 -0.0003 0.0029 -0.0006
Si 22.9635 12.1338 16.4325 -0.0006 -0.0012 0.0062
Si -2.33 8.3739 26.5011 0.0034 -0.0009 -0.001
Si -4.5882 -1.2973 33.0532 0.0014 -0.0005 -0.0062
Si 7.4239 5.5092 26.5825 -0.0024 0.001 0.0003
Si 19.6965 6.5527 30.0604 -0.0036 -0.001 -0.0041
Si -0.5088 -15.1888 32.683 -0.0003 0.0008 -0.0067
Si 13.4852 4.4199 22.2689 0.0017 -0.0005 0.004
Si 21.5993 18.7048 28.1003 -0.0014 0.0001 -0.0037
Si 20.5734 -1.2419 19.2848 0.0004 -0.0002 0.0036
Si 14.7633 1.7186 21.9669 0 0.0057 0.0026
Si 22.3208 -10.3423 32.5175 -0.0014 0.0011 -0.01
Si 17.2353 4.7846 29.0136 -0.0004 0.0006 -0.0038
Si 19.4344 -7.4767 28.182 -0.002 -0.0004 -0.004
Si 3.8145 5.1563 30.7815 -0.0018 0.0006 -0.0052
Si 4.2422 18.2169 33.0113 -0.0009 -0.0004 -0.0027
Si 14.9809 -19.658 25.8683 0.0017 0.0008 -0.0013
Si 0.5226 16.1919 17.0931 0.0029 0.0015 -0.0019
Si -2.086 20.1664 29.3263 -0.0016 -0.0002 -0.0032
Si 5.2474 25.5517 17.6243 0.0003 -0.0001 0.0029
Si 3.3442 16.9115 17.7933 -0.0023 0 0.0035
Si 6.3331 14.9836 21.3279 -0.0001 -0.0003 0.0064
Si 12.3642 3.2196 26.2629 -0.0005 0.0008 -0.0003
Si -4.3912 19.8497 24.6534 -0.0002 0.0013 0.0035
Si 10.1524 4.1499 30.8463 -0.0019 -0.0003 -0.0047
Si 13.6765 23.458 28.2963 -0.0008 -0.0013 -0.0042
Si 15.019 -4.5719 20.6913 -0.0009 0.0014 0.0043
O 3.7777 1.5895 34.7989 0.0004 -0.0007 0.0019
O 1.7503 -1.8376 34.9747 -0.0037 0.0002 0.0021
O 11.4121 7.6909 32.0997 -0.0001 -0.0002 0.0013
O -4.0649 11.8464 27.0204 0.0008 0.0019 -0.0014
O -2.796 13.1291 33.8564 -0.0023 0.0011 0.0052
O 0.5742 11.2092 34.0927 0.0012 -0.0006 0.0037
N -6.1643 -7.2611 25.2141 0.0002 0.0006 0.0017
O 7.1562 15.6604 25.1981 -0.0021 -0.0004 -0.0003
O -4.3082 -0.662 31.6093 -0.0024 -0.0008 0.0029
O 12.5424 3.6419 34.8003 0.0009 -0.0018 0.0017
N 4.0939 6.782 34.6282 -0.0009 0.0005 0.0043
O 5.3567 -0.2392 33.8225 -0.0029 0.0017 0.0052
O 9.2674 7.2719 33.6822 -0.0008 0.0007 0.0023
O 0.8152 -7.0803 30.5781 0 -0.0005 0.0005
O 2.8878 19.9269 25.9262 -0.0006 0.0024 -0.0005
O 10.8941 12.2377 23.3037 -0.0007 0.0018 -0.0026
O 5.8812 13.6175 20.6431 -0.0001 0.0012 -0.0006
O 1.5774 -9.6241 18.0326 0.0003 0.0013 -0.0034
O 4.9473 0.3575 15.3732 0.0019 -0.0004 -0.0006
O 14.6721 4.4578 17.7397 0.0012 0.0009 -0.001
O -8.781 4.7086 26.1031 0 0.0012 -0.002
O 2.5416 22.9772 22.7129 0.0006 0.002 -0.0014
O -1.8126 9.8021 17.7743 -0.0005 0.0006 -0.0017
O 8.1281 2.8108 15.3035 0.0013 0.0008 0.0006
O 3.908 6.7035 19.1407 -0.0008 0.0001 -0.0051
O 6.665 -1.0964 16.5563 0.0017 0.0007 -0.0045
O 6.4792 -13.8537 23.3998 -0.0004 0.0008 -0.0022
O 12.1023 14.4411 22.3614 -0.0002 -0.0008 -0.0042
O 6.4198 9.5679 21.3318 0.0015 0.0006 -0.0011
O 14.9358 -4.171 16.5048 -0.0004 0.0006 -0.0004
O 11.9238 23.2472 20.7453 0.0004 -0.0002 -0.0035
O 14.5643 3.3176 21.8015 0.0009 0.0018 0.0008
N 15.2435 2.1042 27.62 0 -0.0009 0.0003
O -10.9341 15.0338 18.0691 0.0034 -0.0007 -0.0021
O 7.3552 7.1989 20.9464 0.0039 -0.0017 -0.0022
O 7.9923 -1.6852 25.2535 -0.002 0.0004 0.0014
O 7.2782 -2.8059 18.451 0.0019 0.0008 -0.0011
O 6.2804 -6.2525 18.5205 0.0003 0.0009 -0.0058
O 23.116 -3.5464 28.056 -0.0004 -0.0007 0.0022
O 16.3459 19.4122 25.8262 0.0001 0.0002 -0.0017
O 9.4555 14.4853 29.4893 0.0007 0.0013 0.0024
O 18.3703 0.8738 22.1686 0.0008 0.0005 -0.0021
O 5.0566 15.5293 29.9136 -0.0016 -0.0001 0.0014
O -5.0539 3.8765 16.1287 0.0018 -0.0007 -0.0033
O 8.5787 27.6608 18.8778 0.0024 -0.0014 -0.0002
O 2.4489 0.2214 27.6411 -0.0002 0.0022 0.0001
O -9.7679 21.888 25.3923 -0.001 0.0016 -0.0008
O -3.3107 -9.1126 31.3674 0 0.0013 0.0043
O 13.4404 -8.5181 25.4349 0.0006 0.0013 -0.0003
O 1.7219 6.1399 17.7869 -0.0068 -0.0027 -0.0046
O 5.0828 1.5033 22.9933 -0.0023 0.0006 -0.0027
O 2.7309 5.6636 21.227 0.0039 0.0009 -0.0038
O 15.5868 18.508 21.4706 -0.0006 -0.0006 -0.0019
O 1.0957 -0.311 15.9354 0.0006 -0.0023 -0.0014
O 5.0917 13.1366 18.1758 0.0002 0.0011 -0.0018
O -1.9451 -8.6297 27.1482 -0.0032 0.0027 0.001
O 5.3197 -5.6247 20.9178 0.0019 0.0002 -0.0001
O -0.72 -2.7073 26.6077 0.0008 0.0006 -0.0013
O 2.5249 19.24 15.3064 0.0005 -0.0012 0.0008
O -3.2594 -1.5722 33.9439 0.0015 -0.0009 0.0023
O 7.8678 -3.917 26.224 -0.0004 0.0015 0.0018
O 8.8082 10.4217 20.3933 0.0009 0.0001 -0.0023
O 8.4219 14.2335 18.0464 0.0002 -0.0001 -0.0032
O 9.6019 18.9689 19.7055 0.0006 0.0004 0.0009
O 9.7651 6.6536 28.7374 -0.0007 0.0008 0.0037
O -2.5043 10.734 29.8266 -0.0013 0.0007 -0.0002
O 17.0696 -11.3544 24.0857 -0.0003 0.0014 -0.0009
O 8.3682 -2.9325 15.9615 0.0023 -0.0026 -0.0016
O -5.276 19.0477 32.8094 -0.0006 0.0009 0.001
N 9.7521 5.7882 31.2716 -0.0026 0.001 0.0034
N 13.3073 2.1107 15.4738 0.0008 0.0009 -0.0001
O 24.7588 5.0805 23.6793 -0.0003 0.0004 -0.0056
N 6.8907 24.9772 28.5907 0.0004 -0.0008 0.0007
O 14.8698 0.4963 25.5031 -0.0012 0.0019 -0.0008
O 7.7966 15.156 20.6346 0.0005 0.0016 -0.0028
O -13.376 8.0981 30.3963 -0.001 0.0001 0.0014
O 1.6322 2.7471 27.7998 -0.0002 -0.0002 -0.001
O 25.6587 -14.01 27.9795 -0.0024 0.0014 0.0015
O 19.5378 15.6583 27.3205 -0.0014 0.002 -0.0009
O 22.9183 15.4067 15.8627 0.0039 0.0043 0.0012
O 2.354 -2.4303 30.1774 -0.0025 0.0006 0.0035
O 21.8959 13.5737 25.5697 -0.0005 -0.0005 -0.0018
O 14.0478 3.8456 31.4617 -0.0013 0.0004 0.0016
O 12.0783 10.164 31.7602 -0.0006 0.0004 0.0025
O 10.2646 -4.6191 16.4721 0.0025 -0.0027 -0.0036
O 20.733 -10.1006 32.2243 -0.001 -0.0009 0.0024
O 14.8279 6.454 25.6642 -0.0022 0.0011 -0.0015
O 21.0026 12.6479 19.0336 0 0.0004 -0.0026
O 22.0659 10.2414 19.3345 0.0003 -0.0001 -0.0009
O 6.4318 4.3553 34.6884 0.0005 -0.0006 0.0016
O 10.4065 20.0212 29.0384 -0.0011 -0.0011 0.0021
N 7.0843 12.9676 24.6815 0.0004 0.0006 -0.0023
O -8.2396 1.8012 29.8956 -0.0009 0.0008 0.0021
O 2.9979 -2.5637 32.6728 0.0006 0.0011 0.0013
O 9.3121 -10.215 25.3224 -0.0009 0.0033 -0.0011
O 6.1329 -16.2264 27.5848 0.0007 -0.0005 0.0019
O 4.0841 33.6997 20.4865 0.0015 0.0011 -0.0028
O -6.5711 16.9972 31.9652 -0.0016 0.0027 0.0031
O 1.4445 12.7334 32.1793 -0.0012 -0.0022 0.0023
N 21.3139 1.9357 16.3784 -0.0001 -0.0008 -0.0049
O -4.5059 25.7818 22.921 0.0002 -0.0002 -0.0008
O 9.6057 3.3439 32.1215 -0.0005 -0.0007 0.0012
O 5.9223 -10.0506 29.5192 -0.0003 0 0.002
O 29.2591 16.5365 29.8084 -0.0008 0.0017 0.0004
O -4.3296 0.532 19.5745 0.0001 0.0008 -0.0014
O 11.1822 16.3869 33.5873 0.0001 -0.0016 0.0049
O 8.05 9.008 27.9076 -0.0003 0.0001 0.0029
O 13.7567 5.9647 29.7395 0.0006 -0.0003 0.0016

Results
free energy: -152230.348 eV
free energy less fixed offsets of N -386.36, O -570.45, Si -639.56 eV per atom: 2.172 eV

The program warned: the cutoff lies below the one the program advises for these potential files; the forces do not sum to zero within the program's tolerance; empty levels may hold ghost states of the PAW files; the exchange-correlation potential is rough where the density is thin.
